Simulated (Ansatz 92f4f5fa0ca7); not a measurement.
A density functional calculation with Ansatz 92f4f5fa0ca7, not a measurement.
Periodic cell of 273 atoms, Si165O106As2, from a study of silicon, its oxide and their interface. The atomic structure is a simulated model.
Doubt: the cutoff is far below the 930 eV that the study's wrapper takes by default for these files, so forces and energies are approximate.
This geometry differs little from another in the collection (a relaxation step or a small displacement).

Settings
functional: PBE
potential files: Ansatz PAW
basis: plane waves
wave-function cutoff: 580 eV
density cutoff ratio: 5
exchange-correlation grid ratio: 1
k mesh: 1 x 1 x 1, Gamma-centred
self-consistency stop: 5e-08 eV per atom in the density residual
occupations: fixed
spin: none
net charge: 0

Cell vectors (angstrom)
a	11.6015	0	0
b	0	13.3963	0
c	0	0	29.8085

Atoms: element, x, y, z (angstrom)
Si	11.5476	0.1837	22.9189
Si	3.9125	0.1555	23.0322
Si	7.6687	0.1219	23.1462
Si	2.0662	3.4562	22.8887
Si	5.9	3.6801	23.0079
Si	9.7569	3.5341	23.0333
Si	11.6578	6.8591	23.0662
Si	3.9548	7.0348	23.1788
Si	7.7858	6.8898	23.2606
Si	2.0346	10.2376	23.2484
Si	5.8583	10.0967	23.2915
Si	9.8457	10.089	23.2252
Si	11.6952	2.3905	23.7559
Si	3.9936	2.4037	23.7615
Si	7.7877	2.4116	23.7805
Si	2.0278	5.708	23.6986
Si	5.8263	5.8032	23.987
Si	9.7363	5.7266	23.8996
Si	11.7525	9.0248	24.0221
Si	3.9057	9.1344	24.1743
Si	7.85	9.0907	24.0251
Si	1.9119	12.507	23.8055
Si	5.7754	12.3733	23.9221
Si	9.68	12.3969	23.7925
Si	11.6421	2.2943	26.1658
Si	3.9112	2.3051	26.1759
Si	7.7591	2.3096	26.1874
Si	1.9731	5.6209	26.1427
Si	5.8113	5.6569	26.3204
Si	9.7044	5.634	26.2652
Si	11.664	8.9751	26.3478
Si	3.8836	9.0113	26.4615
Si	7.7908	9.0051	26.3517
Si	1.9223	12.3847	26.2062
Si	5.7968	12.3297	26.2815
Si	9.6841	12.3476	26.1957
Si	1.9621	1.1958	27.0184
Si	5.8269	1.1812	27.0215
Si	9.6978	1.1835	27.0029
Si	11.6449	4.5052	27.0124
Si	3.8767	4.5089	27.0349
Si	7.754	4.516	27.0446
Si	1.9626	7.8104	27.0772
Si	5.8445	7.879	27.0909
Si	9.713	7.8525	27.0737
Si	11.613	11.2361	27.0384
Si	3.8448	11.2671	27.0761
Si	7.7588	11.2424	27.0582
Si	1.9336	1.1164	29.4135
Si	5.8008	1.1164	29.4135
Si	9.6679	1.1164	29.4135
Si	0	4.4654	29.4135
Si	3.8672	4.4654	29.4135
Si	7.7343	4.4654	29.4135
Si	1.9336	7.8145	29.4135
Si	5.8008	7.8145	29.4135
Si	9.6679	7.8145	29.4135
Si	0	11.1635	29.4135
Si	3.8672	11.1635	29.4135
Si	7.7343	11.1635	29.4135
Si	0	0	0.3944
Si	3.8672	0	0.3944
Si	7.7343	0	0.3944
Si	1.9336	3.3491	0.3944
Si	5.8008	3.3491	0.3944
Si	9.6679	3.3491	0.3944
Si	0	6.6981	0.3944
Si	3.8672	6.6981	0.3944
Si	7.7343	6.6981	0.3944
Si	1.9336	10.0472	0.3944
Si	5.8008	10.0472	0.3944
Si	9.6679	10.0472	0.3944
Si	11.5413	-0.052	2.7589
Si	3.8452	-0.07	2.7513
Si	7.6737	-0.0936	2.713
Si	1.9375	3.2592	2.7558
Si	5.7475	3.2703	2.8119
Si	9.5843	3.3013	2.7744
Si	11.57	6.6256	2.7643
Si	3.8715	6.6391	2.7532
Si	7.7249	6.6606	2.7828
Si	1.9184	9.9958	2.761
Si	5.8171	10.0678	2.7418
Si	9.6732	9.9735	2.7614
Si	11.5475	2.2025	3.4568
Si	3.8273	2.0988	3.6752
Si	7.66	2.0873	3.575
Si	1.9119	5.4969	3.4864
Si	5.8007	5.524	3.5814
Si	9.6385	5.5212	3.6255
Si	11.6049	8.8564	3.5742
Si	3.8986	8.8988	3.4586
Si	7.7237	8.9062	3.5755
Si	1.8793	12.2298	3.5441
As	5.7707	12.2563	3.7998
Si	9.5948	12.1904	3.534
Si	11.4585	2.1519	5.7771
Si	3.7289	1.9697	6.1214
Si	7.5638	1.8954	5.959
Si	1.8774	5.3804	5.8241
Si	5.7909	5.4373	5.9605
Si	9.5954	5.4202	6.0325
Si	11.6258	8.7708	5.9546
Si	3.9186	8.7859	5.7833
Si	7.7407	8.8135	5.9618
Si	1.7705	12.1564	5.9179
As	5.6172	11.9909	7.0619
Si	9.52	12.0907	5.9084
Si	1.6078	0.9579	6.757
Si	5.6461	0.9614	7.1899
Si	9.6169	0.9204	6.6199
Si	11.5601	4.3067	6.7462
Si	3.821	4.281	6.5922
Si	7.6692	4.1287	6.6454
Si	2.029	7.6068	6.5373
Si	5.8162	7.709	6.7374
Si	9.6915	7.6904	6.7585
Si	11.4302	10.9728	6.8018
Si	3.5614	10.8833	6.776
Si	7.7502	10.9277	7.0331
O	9.8785	7.887	8.4189
O	9.8864	0.8216	8.2688
O	1.0161	0.8946	8.3433
O	2.8011	10.4989	8.1984
O	5.813	7.9027	8.3976
O	5.6523	1.2669	8.8506
O	3.7649	4.3094	8.2398
O	7.6412	3.7096	8.2763
O	0.0519	4.2609	8.4193
O	11.1881	10.9398	8.4619
O	8.2077	10.7426	8.6438
O	2.3824	7.4664	8.1395
O	11.4165	0.2065	21.2415
O	9.7584	3.6383	21.3696
O	4.1416	7.5418	21.5911
O	6.001	4.1598	21.3928
O	5.7484	9.7531	21.6566
O	2.1392	3.3807	21.2083
O	7.3639	13.4526	21.5058
O	4.0104	0.156	21.3692
O	7.705	6.9741	21.6138
O	2.1229	10.1726	21.5997
O	11.5301	6.9704	21.4049
O	10.1735	9.662	21.635
Si	11.5684	6.4305	11.316
Si	1.574	10.3578	16.2645
Si	0.2233	3.6752	9.9365
Si	8.084	12.8603	20.1792
Si	2.7444	10.4329	9.8184
Si	2.568	10.3904	20.0574
Si	10.3497	3.6962	19.8506
Si	0.2683	12.7943	17.1228
Si	10.8197	0.696	19.7905
Si	3.1564	7.743	16.2471
Si	0.3214	6.4837	19.9043
Si	9.4072	2.5401	14.3448
Si	2.9087	2.535	11.0708
Si	5.1383	11.9844	15.3601
Si	4.9383	8.6765	20.712
Si	3.5875	-0.4205	11.2929
Si	5.587	8.8811	14.8188
Si	-0.2027	11.3027	10.049
Si	9.451	10.0148	20.2192
Si	3.4505	0.049	19.8394
Si	7.4589	4.6875	9.5598
Si	2.3641	12.3502	14.1714
Si	6.2135	0.5816	10.2525
Si	2.7851	2.8964	19.7698
Si	5.7238	4.4643	13.7017
Si	7.4786	0.2198	15.6193
Si	9.6101	11.3435	15.257
Si	1.981	6.5549	13.5721
Si	2.8512	3.5244	14.044
Si	11.6955	9.1656	18.415
Si	11.2147	0.8607	9.2266
Si	9.1126	7.3063	9.7384
Si	8.6806	8.5537	14.6374
Si	4.7707	7.161	12.3782
Si	2.967	5.6221	18.7653
Si	2.5255	7.3806	9.7395
Si	6.2567	8.4248	9.8796
Si	4.3251	4.7468	9.6844
Si	9.3337	10.4829	12.3453
Si	5.9382	13.0398	17.9727
Si	7.9744	4.9221	18.3977
Si	8.3122	5.4199	15.2509
Si	7.3322	11.0698	10.0138
Si	5.3784	4.1923	19.8801
Si	0.803	1.4904	15.0784
Si	7.5467	7.5246	20.1023
Si	7.6674	2.8071	11.931
O	3.4431	6.0625	10.1263
O	1.9664	2.6542	15.1162
O	-0.3857	12.9351	10.2015
O	8.3637	8.8908	19.8412
O	2.4079	1.3077	19.5266
O	8.1343	5.3224	16.8476
O	2.7372	11.9802	19.7102
O	7.1546	8.7481	15.1719
O	1.288	0.1882	14.2009
O	4.4147	3.8274	14.4849
O	4.2429	3.4109	10.6534
O	10.9705	2.0924	14.5465
O	11.3704	4.8223	11.0147
O	10.8516	12.0193	16.0818
O	8.9577	6.9113	14.8307
O	1.778	3.3456	10.2478
O	8.459	5.9134	9.2306
O	11.1509	2.2917	19.5407
O	5.3859	7.6001	10.95
O	11.4116	7.5888	18.7904
O	7.8585	8.235	10.1946
O	10.1248	7.1365	11.0065
O	9.2308	4.1215	14.7966
O	8.8197	11.4667	20.5237
O	10.4982	10.5147	11.1808
O	8.3662	12.2497	15.8079
O	4.4286	2.8699	19.8148
O	4.6463	0.2302	18.7486
O	10.4664	10.0879	18.9542
O	6.7831	0.707	17.037
O	0.51	6.7343	12.8461
O	1.0346	7.1081	10.3058
O	3.1371	7.176	12.5838
O	3.9436	9.5541	19.7695
O	6.7975	5.2281	14.6586
O	0.6036	0.9058	16.5876
O	1.5627	11.7724	17.1273
O	5.3946	8.3025	13.3281
O	2.9389	12.3426	12.6465
O	6.4573	3.2168	12.9523
O	2.7985	9.314	16.6021
O	5.9964	7.8912	19.7531
O	1.9434	6.3872	19.7764
O	1.4374	9.6861	19.1518
O	9.4671	9.717	15.5358
O	3.0698	8.8695	10.2413
O	9.0013	9.0202	13.0737
O	2.1398	7.2996	15.0229
O	9.1296	3.8481	18.7911
O	4.7273	7.8932	15.8096
O	7.2644	1.5606	10.9902
O	8.1266	6.3394	19.1726
O	5.9031	5.1536	9.6399
O	6.9797	-0.9208	19.0705
O	11.053	2.239	10.1125
O	9.0204	2.4462	12.7609
O	9.7156	11.4945	13.6036
O	6.5591	4.1926	18.7624
O	6.044	10.0452	10.0113
O	1.2888	10.8007	10.4269
O	5.173	10.4629	14.7708
O	1.6892	10.9043	14.6852
O	11.3809	13.0659	18.6493
O	5.4334	11.8526	16.9675
O	8.0255	10.9565	11.4923
O	11.2988	5.0046	19.6316
O	8.3796	1.4835	15.1023
O	2.4207	4.0437	18.6143
O	3.6901	11.6769	10.3062
O	9.1866	0.5696	19.714
O	2.7872	2.634	12.6848
O	3.6556	12.6273	15.1337
O	7.9824	4.0694	10.958
O	5.1043	0.1847	11.3926
O	4.4203	5.4826	19.511
O	6.219	13.0541	14.6931
O	3.055	6.5648	17.4056
O	2.7895	0.9237	10.7378
O	0.2924	9.4438	16.8017
O	5.2298	5.6179	12.6568
O	2.1343	4.9568	13.8048
O	6.9741	12.6286	9.8193

Results
free energy: -174885.814 eV
free energy less fixed offsets of As -4856.12, O -568.88, Si -635.61 eV per atom: 3.356 eV

Forces (eV/angstrom), in the order of the atoms: element, x, y, z
Si	0	-0.0013	-0.0011
Si	0.0003	-0.0001	-0.001
Si	-0.0004	-0.0005	-0.0016
Si	0.0017	0.0006	0.0002
Si	-0.0006	0.0005	0.0009
Si	-0.0007	0.0012	0.0007
Si	0.0007	-0.0002	-0.001
Si	0.0003	-0.0004	-0.0008
Si	0.0005	-0.0005	-0.0005
Si	-0.0005	0.0008	-0.001
Si	-0.0001	-0.001	-0.0007
Si	0.0003	-0.0008	-0.0001
Si	-0.001	-0.0033	0.003
Si	0	-0.0007	-0.0003
Si	0	-0.0003	-0.0003
Si	-0.0001	0.0004	-0.0003
Si	-0.0001	0.0019	0.0015
Si	-0.0004	0.0002	0.0003
Si	-0.0004	0	0.0007
Si	0.0003	-0.0004	0
Si	-0.0005	0.0001	0.0007
Si	0.0004	0	0.0008
Si	-0.0006	0.0002	0.0007
Si	0.0001	0.0004	-0.0003
Si	0	0.0022	0.0068
Si	0.001	0.0012	-0.0017
Si	-0.0015	0.0011	-0.0012
Si	0.0001	-0.0007	0.0002
Si	0.0002	-0.001	0.0023
Si	0.0002	-0.0002	-0.0001
Si	-0.0004	0.0002	0.0005
Si	-0.0003	0.0007	0.0006
Si	0.0003	0.0006	0.0005
Si	0.0001	-0.0007	-0.0003
Si	0.0003	-0.0002	0.0001
Si	0	-0.0016	-0.0008
Si	0.0051	-0.0032	-0.0012
Si	-0.0008	-0.0014	0.0006
Si	-0.0082	-0.0046	-0.0026
Si	-0.0003	0.0009	0.0014
Si	-0.0004	-0.0011	0.0017
Si	0	-0.0003	0.0013
Si	-0.0007	-0.0003	0.0008
Si	-0.0005	0.0038	-0.0002
Si	-0.0002	-0.0004	0.001
Si	-0.0001	-0.0003	0.0012
Si	-0.0004	-0.0002	0.0018
Si	-0.0009	0.0003	0.0017
Si	0.0571	0.1713	-0.1847
Si	0.0535	0.1348	-0.1551
Si	0.073	0.0805	-0.2702
Si	0.1351	0.0704	-0.1067
Si	-0.0737	0.0412	-0.1063
Si	0.0971	0.0328	0.0185
Si	0.0109	-0.1719	0.2982
Si	0.1018	0.0315	0.4162
Si	0.0829	-0.0031	0.1784
Si	0.0111	0.167	-0.0596
Si	-0.0918	0.2781	0.2538
Si	0.0458	0.1956	0.0199
Si	-0.1171	-0.131	-0.0801
Si	-0.0787	-0.0833	0.0092
Si	-0.025	-0.1203	-0.3407
Si	0.1199	-0.2011	-0.0148
Si	-0.1346	-0.1438	0.267
Si	-0.2276	-0.0393	0.0353
Si	-0.1229	-0.0298	0.0745
Si	0.0103	-0.1187	-0.0426
Si	0.0019	-0.0161	0.173
Si	-0.0404	-0.0184	-0.0728
Si	0.1125	0.0026	-0.1649
Si	-0.0072	-0.1305	-0.0384
Si	0.0004	0.0038	-0.0064
Si	-0.0325	0.0182	0.037
Si	0.0298	0.0174	0.0489
Si	-0.0014	-0.003	-0.0023
Si	-0.0009	-0.0012	-0.0046
Si	0.0012	-0.0038	-0.0035
Si	-0.0008	-0.0005	-0.0019
Si	0.0039	0.0012	-0.0031
Si	-0.0051	0.0016	-0.0007
Si	-0.0042	-0.001	-0.006
Si	0.0016	-0.0363	0.0264
Si	0.0008	-0.0011	-0.0065
Si	0.0015	0.0007	0.0011
Si	0.0088	0.0082	0.0016
Si	-0.0069	0.0101	0.005
Si	-0.0007	0	0.0032
Si	0.0002	0.0022	0.0039
Si	-0.0012	0.0001	0.0042
Si	0.0006	0.0012	0.0031
Si	-0.0064	0.0024	0.006
Si	0.0101	0.001	0.004
Si	-0.0045	-0.0116	0.0069
As	-0.0112	-0.0164	-0.2427
Si	0.0061	-0.0135	0.0112
Si	-0.0003	-0.0009	0.0025
Si	0.006	0.0125	0.0098
Si	-0.0055	0.0138	0.012
Si	0.0008	-0.0028	0.0019
Si	-0.0008	-0.0001	-0.0013
Si	0.0005	-0.0014	0.0041
Si	-0.002	-0.0025	0.0042
Si	-0.0153	-0.0154	-0.0052
Si	0.0157	-0.0109	0.0079
Si	-0.0202	-0.006	-0.01
As	-0.0432	-0.0539	0.4585
Si	0.0112	-0.0072	0.0079
Si	-0.0037	-0.0003	0.0036
Si	0.0242	-0.011	-0.1546
Si	0.0043	-0.0014	0.0012
Si	0.0007	-0.0022	-0.0032
Si	-0.006	-0.0021	-0.0037
Si	0.0045	-0.0002	-0.0051
Si	-0.0022	0.0012	-0.0018
Si	0.0039	0.0004	0.0023
Si	-0.001	-0.0004	-0.0069
Si	-0.0049	0.0006	-0.0079
Si	0.0571	0.0673	-0.2226
Si	0.0065	0.0559	-0.1638
O	-0.0013	0.0004	-0.0024
O	-0.0031	-0.0013	-0.0031
O	-0.0041	0.0004	-0.0024
O	-0.0049	-0.0045	0.0226
O	-0.0024	-0.0006	-0.0058
O	-0.0059	-0.0052	-0.0447
O	0.0008	-0.0002	-0.001
O	-0.0006	0.0041	-0.0018
O	-0.001	-0.0001	-0.0039
O	-0.0002	-0.0029	-0.0219
O	0.0029	0.0045	-0.0253
O	0.0021	0.0018	-0.0058
O	0.0006	-0.0001	0.004
O	0.0002	-0.001	0.0023
O	-0.0004	-0.0003	0.0005
O	0.0004	-0.0003	0.0027
O	0.0003	0.0008	0.0004
O	-0.0013	-0.0003	0.003
O	0	0.0005	0.0015
O	0	0.0002	0.0016
O	-0.0001	0.0006	0.0008
O	-0.0006	-0.0003	0.0027
O	-0.0003	0.0001	0.0022
O	-0.0003	0.0001	0.0019
Si	-0.0014	0.0003	0.0008
Si	0.0014	0.0008	-0.0005
Si	0.0002	0.0009	0.0037
Si	-0.0001	-0.0013	-0.0007
Si	0.0024	-0.0035	0.0398
Si	0.0002	-0.0006	-0.0003
Si	-0.0004	0.0012	-0.0012
Si	0.0003	-0.0006	-0.0028
Si	-0.0006	-0.0007	-0.0014
Si	0	-0.0003	-0.0014
Si	0.0008	0.0002	-0.0001
Si	-0.0007	0.0007	-0.002
Si	-0.001	0.0012	0.0011
Si	-0.0001	-0.0006	0.0002
Si	-0.0003	-0.0005	0.0008
Si	-0.0025	0.0003	0.0024
Si	-0.0014	-0.0019	-0.0032
Si	-0.0112	0.0092	0.0109
Si	0.0002	0	-0.001
Si	-0.0002	-0.0007	-0.0004
Si	0.0011	0.0011	0.003
Si	0.0002	0.0008	-0.0004
Si	0.0048	-0.0174	0.0349
Si	0.0004	-0.0001	-0.0006
Si	-0.0004	0.0012	-0.0028
Si	-0.0001	-0.0004	-0.001
Si	-0.0017	-0.0005	-0.0006
Si	0.0003	-0.001	-0.0017
Si	0.0005	0.0022	-0.0022
Si	0	0.0002	0
Si	-0.0003	-0.0018	0.0079
Si	0.0003	-0.0023	0.0048
Si	-0.0022	0.0019	-0.0014
Si	0.0006	-0.0022	0.0004
Si	-0.0005	0.0015	-0.0008
Si	-0.0018	-0.0084	0.005
Si	0.0021	0.0056	0.009
Si	-0.001	-0.0002	0.0027
Si	0.0031	-0.0046	0.0039
Si	0.0001	-0.0006	-0.0013
Si	0.0005	0.0009	-0.0016
Si	-0.0016	0.0009	-0.0019
Si	-0.0222	0.0178	0.0364
Si	-0.0004	0.0004	-0.0012
Si	-0.0007	-0.0005	-0.0007
Si	0.0004	-0.0006	-0.0007
Si	0.001	0.0047	0.004
O	0.0007	-0.0013	-0.0022
O	-0.0003	-0.0001	0.0002
O	-0.0031	0.0042	0.0003
O	-0.0003	-0.0009	0.0003
O	-0.0006	0.0003	-0.0003
O	-0.0004	-0.0006	0.0023
O	0.0001	0.0006	-0.0007
O	0.0056	-0.0009	-0.0019
O	-0.0006	0.0004	-0.0003
O	-0.0025	-0.0006	0.0001
O	0.0008	-0.0001	-0.0035
O	0.0004	-0.0004	-0.0005
O	-0.0003	-0.0023	-0.0011
O	0.0006	0.0007	0.0004
O	-0.0014	-0.0005	0.001
O	-0.001	-0.0005	0.0005
O	-0.0033	-0.0003	0.0009
O	0.0003	0.0001	0.0002
O	0.0015	0.0031	-0.0051
O	-0.0002	-0.0004	0.0004
O	-0.0028	0.005	-0.0072
O	-0.0014	0.0009	-0.0015
O	0	-0.0009	-0.0003
O	-0.0003	0.0004	0
O	-0.0032	-0.0024	-0.0021
O	0.0003	0	0
O	0.0001	0.0001	0.0002
O	-0.0005	0.0001	0.0005
O	-0.0004	0.0004	0.0009
O	-0.0006	0.0013	0.0014
O	0.0011	-0.0002	0.0012
O	0.0001	0.0017	0.0009
O	-0.002	-0.0002	-0.0005
O	-0.0001	-0.0002	0.0002
O	0.0017	0.0003	0.0021
O	-0.0005	-0.0004	0.0009
O	-0.0005	-0.0006	0.0008
O	0.0012	0.0016	0.0005
O	0.0004	0.0019	0.0002
O	0.0001	0.0001	0.0009
O	-0.001	0.0005	-0.0005
O	0.0003	-0.0003	0.0001
O	-0.0004	-0.0002	0.0002
O	0.0007	0.0002	0.0007
O	-0.001	0.0006	-0.0007
O	0.0018	0.0099	-0.0059
O	-0.0007	-0.0007	0.006
O	0	0.0002	0.0017
O	0.0007	-0.0005	0.0009
O	-0.0014	-0.0006	0.0017
O	-0.0049	-0.0052	-0.0055
O	-0.0011	0.0007	0.002
O	0.0008	-0.0021	-0.0007
O	0.0011	0	0.0009
O	-0.0002	-0.0009	-0.0017
O	0.0004	-0.0005	0.0025
O	0.0004	0.0019	0.0049
O	-0.0008	-0.0005	0.0009
O	-0.0039	-0.0175	0.0043
O	0.0301	-0.0087	0.002
O	-0.0006	0.0016	0.0006
O	-0.0009	-0.0002	-0.0002
O	-0.0004	0.0007	0.0023
O	-0.0003	0.0006	0.0003
O	-0.0127	0.006	-0.0227
O	-0.0004	-0.0012	0.0002
O	0.0001	0.0009	-0.001
O	-0.0001	-0.0015	0.0006
O	0.0079	0.0144	0.0093
O	0.0005	0	-0.0002
O	0.0003	0.0006	0.0014
O	0.0005	-0.0005	0.0006
O	-0.0014	0.0016	-0.0021
O	0.0055	-0.0038	-0.0066
O	0.0011	-0.0009	-0.0001
O	-0.0008	-0.0003	0
O	0.0001	-0.001	0.001
O	0.004	-0.0023	-0.0019
O	0	0.0001	-0.0005
O	0	0.0002	0.0016
O	0.0013	-0.0031	0.0005
O	0.0285	0.0031	0.0195

The program warned: the cutoff lies below the one the program advises for these potential files; the exchange-correlation potential is rough where the density is thin.
